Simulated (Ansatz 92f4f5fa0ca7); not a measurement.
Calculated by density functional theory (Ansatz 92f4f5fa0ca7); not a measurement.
Periodic cell of 357 atoms, Si241O116, from a study of silicon, its oxide and their interface. The atomic structure is a simulated model.
Doubt: the cutoff is far below the 930 eV that the study's wrapper takes by default for these files, so forces and energies are approximate.
This geometry differs little from another in the collection (a relaxation step or a small displacement).

Settings
functional: PBE
potential files: Ansatz PAW
basis: plane waves
wave-function cutoff: 580 eV
density cutoff ratio: 5
exchange-correlation grid ratio: 1
k mesh: 1 x 1 x 1, Gamma-centred
self-consistency stop: 5e-08 eV per atom in the density residual
occupations: fixed
spin: none
net charge: 0

Cell vectors (angstrom)
a, 11.6015, 0, 0
b, 0, 13.3963, 0
c, 0, 0, 40.7222

Atoms: element, x, y, z (angstrom)
Si, 0, 2.2327, 1.1851
Si, 3.8672, 2.2327, 1.1851
Si, 7.7343, 2.2327, 1.1851
Si, 1.9336, 5.5818, 1.1851
Si, 5.8008, 5.5818, 1.1851
Si, 9.6679, 5.5818, 1.1851
Si, 0, 8.9308, 1.1851
Si, 3.8672, 8.9308, 1.1851
Si, 7.7343, 8.9308, 1.1851
Si, 1.9336, 12.2799, 1.1851
Si, 5.8008, 12.2799, 1.1851
Si, 9.6679, 12.2799, 1.1851
Si, 1.9336, 1.1164, 1.9745
Si, 5.8008, 1.1164, 1.9745
Si, 9.6679, 1.1164, 1.9745
Si, 0, 4.4654, 1.9745
Si, 3.8672, 4.4654, 1.9745
Si, 7.7343, 4.4654, 1.9745
Si, 1.9336, 7.8145, 1.9745
Si, 5.8008, 7.8145, 1.9745
Si, 9.6679, 7.8145, 1.9745
Si, 0, 11.1635, 1.9745
Si, 3.8672, 11.1635, 1.9745
Si, 7.7343, 11.1635, 1.9745
Si, 1.9336, 1.1164, 4.3426
Si, 5.8008, 1.1164, 4.3426
Si, 9.6679, 1.1164, 4.3426
Si, 0, 4.4654, 4.3426
Si, 3.8672, 4.4654, 4.3426
Si, 7.7343, 4.4654, 4.3426
Si, 1.9336, 7.8145, 4.3426
Si, 5.8008, 7.8145, 4.3426
Si, 9.6679, 7.8145, 4.3426
Si, 0, 11.1635, 4.3426
Si, 3.8672, 11.1635, 4.3426
Si, 7.7343, 11.1635, 4.3426
Si, 0, 0, 36.3817
Si, 3.8672, 0, 36.3817
Si, 7.7343, 0, 36.3817
Si, 1.9336, 3.3491, 36.3817
Si, 5.8008, 3.3491, 36.3817
Si, 9.6679, 3.3491, 36.3817
Si, 0, 6.6981, 36.3817
Si, 3.8672, 6.6981, 36.3817
Si, 7.7343, 6.6981, 36.3817
Si, 1.9336, 10.0472, 36.3817
Si, 5.8008, 10.0472, 36.3817
Si, 9.6679, 10.0472, 36.3817
Si, 0, 0, 38.7498
Si, 3.8672, 0, 38.7498
Si, 7.7343, 0, 38.7498
Si, 1.9336, 3.3491, 38.7498
Si, 5.8008, 3.3491, 38.7498
Si, 9.6679, 3.3491, 38.7498
Si, 0, 6.6981, 38.7498
Si, 3.8672, 6.6981, 38.7498
Si, 7.7343, 6.6981, 38.7498
Si, 1.9336, 10.0472, 38.7498
Si, 5.8008, 10.0472, 38.7498
Si, 9.6679, 10.0472, 38.7498
Si, 0, 2.2327, 39.5392
Si, 3.8672, 2.2327, 39.5392
Si, 7.7343, 2.2327, 39.5392
Si, 1.9336, 5.5818, 39.5392
Si, 5.8008, 5.5818, 39.5392
Si, 9.6679, 5.5818, 39.5392
Si, 0, 8.9308, 39.5392
Si, 3.8672, 8.9308, 39.5392
Si, 7.7343, 8.9308, 39.5392
Si, 1.9336, 12.2799, 39.5392
Si, 5.8008, 12.2799, 39.5392
Si, 9.6679, 12.2799, 39.5392
Si, 0.2777, 0.2257, 29.4958
Si, 4.1137, 2.6733, 30.2211
Si, 8.0781, 0.5238, 29.3401
Si, 2.0589, 3.4456, 29.4908
Si, 5.8412, 3.883, 29.089
Si, 9.8417, 3.7288, 29.3538
Si, 0.2104, 6.6586, 29.2473
Si, 4.0299, 7.0484, 29.3535
Si, 7.7065, 8.4508, 28.3643
Si, 3.3071, 10.8923, 28.7256
Si, 5.6876, 10.9488, 28.2023
Si, 10.2951, 10.2669, 28.2997
Si, 0.0778, 2.459, 30.2328
Si, 4.021, 0.587, 29.2875
Si, 7.7809, 2.7284, 29.9179
Si, 2.1639, 5.6725, 30.0403
Si, 5.8919, 5.9271, 30.2494
Si, 9.8, 5.8887, 30.2306
Si, 0.6885, 8.7743, 30.1226
Si, 3.0708, 9.0059, 30.1708
Si, 7.8307, 7.2314, 30.2758
Si, 2.3321, 12.5961, 30.1351
Si, 6.0548, 12.749, 29.6919
Si, 9.8559, 12.6748, 30.2038
Si, 0.05, 2.2472, 32.546
Si, 3.9703, 2.2817, 32.5252
Si, 7.7825, 2.3556, 32.3348
Si, 2.0464, 5.616, 32.4344
Si, 5.8078, 5.5744, 32.5534
Si, 9.8187, 5.6043, 32.5528
Si, 0.0542, 8.9215, 32.4246
Si, 3.8348, 9.01, 32.4383
Si, 7.7737, 8.6856, 32.2926
Si, 2.0643, 12.3042, 32.4557
Si, 5.9101, 12.3215, 32.1592
Si, 9.7415, 12.243, 32.4772
Si, 2.0096, 1.1281, 33.2317
Si, 5.9121, 1.115, 33.1587
Si, 9.6689, 1.1322, 33.2031
Si, 0.1253, 4.4804, 33.2846
Si, 3.9069, 4.4765, 33.3291
Si, 7.8116, 4.5276, 33.2517
Si, 1.966, 7.8339, 33.293
Si, 5.7783, 7.8313, 33.2167
Si, 9.7274, 7.8266, 33.2855
Si, 0.1048, 11.1603, 33.208
Si, 4.0052, 11.2328, 33.1915
Si, 7.7662, 11.0506, 33.0141
Si, 1.9436, 1.1192, 35.5969
Si, 5.8192, 1.1076, 35.5585
Si, 9.6566, 1.1219, 35.5819
Si, 0.0177, 4.4728, 35.6263
Si, 3.8649, 4.4715, 35.6555
Si, 7.7414, 4.4703, 35.6065
Si, 1.9344, 7.8092, 35.633
Si, 5.7906, 7.8267, 35.5873
Si, 9.6778, 7.8241, 35.6277
Si, 0.014, 11.1601, 35.5807
Si, 3.8932, 11.1728, 35.5758
Si, 7.7257, 11.133, 35.4851
Si, -0.0058, 0.0015, 5.1503
Si, 3.8698, 0.0095, 5.1417
Si, 7.7371, -0.0062, 5.148
Si, 1.9274, 3.3427, 5.1332
Si, 5.7993, 3.3461, 5.1288
Si, 9.6599, 3.3457, 5.1215
Si, -0.0079, 6.699, 5.1021
Si, 3.8486, 6.6988, 5.1085
Si, 7.7269, 6.6998, 5.1006
Si, 1.923, 10.0324, 5.143
Si, 5.7883, 10.0427, 5.1269
Si, 9.6719, 10.0437, 5.1505
Si, -0.0342, -0.0283, 7.5318
Si, 3.853, 0.0078, 7.515
Si, 7.7215, -0.0574, 7.5279
Si, 1.8676, 3.3123, 7.5027
Si, 5.7589, 3.3322, 7.4946
Si, 9.5963, 3.3121, 7.4801
Si, -0.0878, 6.6685, 7.4478
Si, 3.7489, 6.6769, 7.4584
Si, 7.653, 6.6976, 7.4451
Si, 1.8621, 9.9769, 7.5199
Si, 5.7212, 10.0159, 7.4918
Si, 9.6479, 10.0113, 7.534
Si, -0.0866, 2.2182, 8.3047
Si, 3.8268, 2.2592, 8.3225
Si, 7.6803, 2.1786, 8.3042
Si, 1.8048, 5.5416, 8.2515
Si, 5.6931, 5.5977, 8.1809
Si, 9.5687, 5.5658, 8.2052
Si, -0.0624, 8.8288, 8.3851
Si, 3.792, 8.875, 8.3205
Si, 7.6695, 8.9224, 8.2345
Si, 1.9288, 12.2333, 8.2217
Si, 5.7648, 12.2413, 8.2916
Si, 9.66, 12.2269, 8.3635
Si, -0.1785, 2.3098, 10.6778
Si, 3.7808, 2.4681, 10.6913
Si, 5.6227, 1.5062, 11.7096
Si, 3.6018, 4.6933, 11.4013
Si, 5.5397, 5.6829, 10.5053
Si, 9.3992, 5.5921, 10.5408
Si, -0.1436, 8.6263, 10.8092
Si, 3.6839, 8.7057, 10.7032
Si, 7.6002, 8.9043, 10.578
Si, 1.9596, 11.9467, 10.5324
Si, 5.7465, 11.9522, 10.6357
Si, 9.758, 12.0744, 10.7495
Si, 1.8158, 1.5688, 11.4696
Si, 7.5127, 2.3034, 10.6642
Si, 10.0228, 0.7541, 11.8009
Si, -0.4147, 4.4925, 11.511
Si, 1.588, 5.4835, 10.6019
Si, 7.4234, 4.5548, 11.1963
Si, 1.8218, 7.5439, 11.5943
Si, 5.7062, 7.8147, 11.4471
Si, 9.3727, 7.7177, 11.4807
Si, 0.0935, 10.835, 11.3476
Si, 3.8298, 10.8792, 11.4526
Si, 7.7362, 11.0659, 11.4568
O, 10.3877, 0.4561, 13.3937
O, 10.9268, 4.6076, 13.1552
O, 1.712, 1.9737, 13.0653
O, 7.5944, 11.0282, 13.118
O, 3.5726, 5.0123, 13.0515
O, 5.8832, 1.7932, 13.311
O, 7.2702, 4.6485, 12.8322
O, 12.1674, 10.8607, 12.9564
O, 5.7937, 7.8836, 13.1061
O, 8.9519, 7.6588, 13.1071
O, 3.8267, 10.9819, 13.1255
O, 2.0586, 7.2126, 13.2387
O, 9.5582, 11.482, 29.0694
O, 3.4088, 0.811, 27.7203
O, 5.5696, 3.9726, 27.4187
O, 6.0194, 11.2064, 26.5949
O, 8.6869, 13.8143, 27.7983
O, 2.0251, 3.1546, 27.8513
O, 2.4781, 11.0103, 27.2956
O, 7.553, 7.6341, 26.9391
O, 4.4871, 7.3396, 27.7485
O, 0.1479, 13.4451, 27.8659
O, 10.6131, 10.4736, 26.6972
O, 10.2318, 3.9245, 27.73
Si, 4.5996, 4.7176, 23.1784
Si, 12.0143, 4.5854, 21.4909
Si, 9.9193, -0.3827, 14.7291
Si, 2.2737, 11.573, 25.7865
Si, 7.2298, 11.7876, 14.5243
Si, 7.3699, 9.265, 16.3177
Si, 1.8252, 1.7282, 17.0748
Si, 2.8923, 2.8194, 21.4739
Si, 2.0953, -2.4667, 16.5271
Si, 1.6651, 6.0488, 18.9758
Si, 5.3439, 2.3991, 14.7156
Si, 1.3649, 9.5922, 23.7073
Si, 4.5624, 4.1262, 26.1115
Si, 4.0789, 12.049, 14.3394
Si, 3.1092, 13.1024, 21.2645
Si, 2.6359, 1.9968, 26.8695
Si, 8.8382, 4.0089, 21.6286
Si, 5.6961, 7.3515, 14.6481
Si, 4.7884, 1.7289, 17.4574
Si, 11.5647, 10.3649, 14.381
Si, 0.2671, 13.6555, 26.2696
Si, 1.1052, 4.6531, 16.4003
Si, 11.463, 5.1853, 24.4417
Si, 4.3426, 12.3502, 23.9657
Si, 2.9321, 6.1032, 14.1085
Si, 8.6958, 5.5968, 24.2851
Si, 5.793, 13.1872, 19.599
Si, 10.3315, 4.8958, 14.6576
Si, 7.2955, 4.7298, 14.4356
Si, 9.6591, 7.8888, 14.5737
Si, 7.1428, 10.437, 19.2484
Si, -1.7658, 12.0271, 19.8418
Si, -0.1385, -0.2603, 17.3681
Si, 10.5703, 9.1908, 25.6542
Si, 0.6154, 6.8786, 26.9082
Si, 8.8847, 14.3052, 26.2781
Si, 6.4038, 5.5023, 20.7405
Si, 8.2138, 0.8137, 21.3859
Si, 7.7192, 8.0759, 25.371
Si, 6.2488, 10.6262, 25.0665
Si, 5.2995, 8.5002, 20.8313
Si, 3.572, 7.0225, 26.4253
Si, 3.6975, 7.6837, 23.4281
Si, 7.2096, -0.3182, 24.0706
Si, 0.977, 11.052, 20.9571
Si, 2.6397, 14.8564, 14.2852
Si, 14.2187, 9.0617, 19.0727
Si, 4.2835, 4.1843, 19.0271
Si, 9.6466, 17.1944, 26.2155
O, 4.1715, 6.8229, 14.9033
O, 5.4791, 1.414, 16.0104
O, 6.1443, 7.107, 20.6747
O, 1.0912, 12.0683, 17.1419
O, 12.3846, 5.6267, 17.6688
O, 5.6789, 12.2573, 14.5536
O, 11.0213, 7.9026, 26.5334
O, 5.6095, 13.385, 23.8242
O, 3.1281, 5.3192, 18.8806
O, 10.4293, 4.229, 21.3177
O, 2.3017, 10.2624, 24.8421
O, 8.6509, 5.0309, 25.8239
O, 4.0853, 8.7459, 19.7435
O, 9.0616, 8.9526, 25.1329
O, 13.4274, 3.3502, 17.0723
O, 8.277, 13.0322, 14.7409
O, 8.1704, 13.7141, 22.9377
O, 10.3699, 13.9307, 25.6905
O, 3.4259, 13.4833, 13.9114
O, 3.577, 3.5128, 22.7796
O, 10.3444, 6.4861, 15.0207
O, 5.7516, 14.378, 18.5089
O, 10.3819, -0.9111, 18.3811
O, 0.5965, 1.0955, 17.9435
O, 2.6946, 9.9232, 17.6746
O, 12.3267, 5.7846, 25.6815
O, 4.309, 12.9214, 20.1944
O, 11.3117, 4.1563, 15.7221
O, 2.163, 8.2416, 23.2322
O, 8.4559, 4.4183, 23.1806
O, 7.6197, 13.7208, 25.4831
O, 7.4283, 11.4627, 24.285
O, 7.2744, 9.4201, 17.9545
O, 1.7409, 12.4645, 20.6651
O, 8.8121, 4.3446, 14.9001
O, 1.6581, 9.8813, 20.0814
O, 11.503, 9.2989, 24.3439
O, 13.485, 7.6415, 18.8284
O, 7.9796, 5.047, 20.6856
O, 4.9133, 10.8425, 24.1792
O, 10.8599, 8.9224, 14.2636
O, 4.0817, 7.7347, 25.0406
O, 10.5996, 0.2411, 16.0648
O, 0.7018, 5.0045, 23.0609
O, 10.4149, 11.4528, 14.7604
O, 1.3473, 3.2768, 21.2311
O, 6.7853, 13.7484, 20.7586
O, 3.7204, 2.7425, 25.9091
O, 3.7261, 2.6497, 14.5944
O, 11.006, 11.2397, 20.6372
O, 6.4056, 9.6747, 20.5102
O, 10.2127, 6.1829, 24.0475
O, 8.697, 2.5075, 26.1401
O, 1.3749, 1.4373, 25.9891
O, 12.7061, 10.6267, 22.5058
O, 0.8327, 12.2996, 25.5852
O, 8.6789, 8.4286, 15.769
O, 6.8404, 6.2154, 14.9219
O, 7.4744, 10.7792, 15.7647
O, 1.646, 1.2101, 15.537
O, 6.0218, 8.5408, 15.7236
O, 8.4559, 2.4358, 21.3452
O, 5.6788, 4.8927, 19.4316
O, 2.8573, 14.6277, 21.704
O, 3.5445, 5.3908, 26.3235
O, 7.6345, 6.832, 24.3056
O, 2.0903, 7.6004, 26.8286
O, 15.3257, 6.0932, 23.0698
O, 8.6234, 10.9464, 19.7079
O, 3.4151, 12.6479, 25.2809
O, 6.4893, 9.046, 25.0149
O, 5.8099, 4.8321, 22.1048
O, 3.4719, 12.294, 22.6178
O, 6.1996, 3.7228, 15.0702
O, 3.8043, 3.1162, 20.1604
O, 4.678, 3.3459, 17.6871
O, 2.0142, 5.3871, 15.2521
O, -2.1978, 13.4014, 20.6217
O, 3.3862, 11.5518, 15.7357
O, 12.4825, 5.7127, 20.3876
O, 4.6795, 8.4868, 22.3678
O, 5.2727, 4.4209, 24.6536
O, 1.168, 10.1395, 15.4444
O, 6.2923, 11.7969, 18.9001
O, 10.8374, 3.7842, 25.0703
O, 3.2592, 1.1596, 17.614
O, 6.5264, 9.5781, 28.5844
O, 8.6164, 1.6011, 11.6928
O, 9.2205, 9.06, 28.3695
O, 5.472, 13.2854, 11.5853
O, 1.7409, 13.3354, 11.3987
O, 11.6715, 9.9699, 29.1309

Results
free energy: -219172.121 eV
free energy less fixed offsets of O -568.88, Si -635.61 eV per atom: -0.031 eV

Forces (eV/angstrom), in the order of the atoms: element, x, y, z
Si, -0.0077, -0.0014, 0.0022
Si, 0.0128, 0.0086, 0.0148
Si, 0.0086, -0.0159, 0.0066
Si, 0.0054, 0.0055, -0.0078
Si, 0.0157, -0.0105, 0.0006
Si, -0.0113, -0.0003, 0.0088
Si, 0.0111, 0.008, -0.0031
Si, 0.0071, -0.0036, -0.0042
Si, 0.0201, -0.0058, -0.0034
Si, 0.0043, 0.0229, 0.0055
Si, 0.0049, 0.0211, 0.025
Si, 0.0125, 0.0267, 0.013
Si, -0.0196, -0.0281, -0.0035
Si, 0.0164, -0.0219, 0.0039
Si, -0.0057, -0.0281, 0.009
Si, -0.0041, -0.0284, -0.008
Si, -0.0205, -0.0219, -0.0016
Si, -0.0207, -0.0067, -0.0038
Si, -0.0329, -0.0037, -0.0023
Si, -0.0458, -0.0032, -0.0096
Si, -0.0279, 0.0245, -0.004
Si, -0.0098, -0.0096, -0.007
Si, -0.0432, -0.0055, -0.0105
Si, -0.0013, -0.0396, -0.0138
Si, -0.0465, -0.0509, 0.0542
Si, 0.0628, -0.0442, 0.0261
Si, -0.0367, -0.0697, 0.0037
Si, -0.0491, -0.0671, -0.0268
Si, -0.0581, -0.0602, 0.0099
Si, -0.0557, -0.0506, -0.0971
Si, -0.1182, 0.0321, -0.2399
Si, -0.1354, 0.0117, -0.1092
Si, -0.0462, 0.0873, -0.1161
Si, -0.0169, -0.0021, 0.0995
Si, -0.1395, 0.0257, 0.1279
Si, 0.0108, -0.0446, 0.1438
Si, -0.0174, 0.0065, -0.1892
Si, 0.1824, 0.0319, -0.0797
Si, 0.0037, -0.291, -0.3153
Si, 0.0248, -0.0718, 0.3178
Si, 0.0954, -0.1287, -0.0392
Si, 0.0725, 0.001, 0.0243
Si, 0.0398, 0.025, 0.2945
Si, 0.0571, 0.1172, 0.2669
Si, -0.0534, 0.1057, -0.0353
Si, 0.1908, 0.1012, -0.0703
Si, 0.139, 0.0823, -0.0328
Si, -0.0894, 0.1872, -0.1901
Si, -0.0152, 0.0281, 0.0216
Si, 0.0596, 0.0375, 0.0124
Si, 0.0096, -0.1013, 0.0164
Si, 0.0065, -0.0303, -0.0031
Si, 0.0387, -0.0568, 0.0096
Si, 0.0259, -0.0032, 0.0065
Si, 0.0042, 0.0045, -0.0083
Si, 0.0261, 0.0323, -0.0027
Si, -0.0245, 0.0184, 0.018
Si, 0.0685, 0.046, 0.0011
Si, 0.0521, 0.0299, -0.0067
Si, -0.0339, 0.0918, 0.0101
Si, 0.0093, 0.0108, 0.0111
Si, -0.0197, -0.0014, 0.0107
Si, -0.0054, 0.0299, -0.0383
Si, -0.0049, -0.0074, 0.0133
Si, -0.0145, 0.0224, -0.0045
Si, 0.0103, 0.0094, -0.0036
Si, -0.0089, -0.019, -0.0372
Si, -0.0068, -0.0074, 0.01
Si, -0.0224, -0.0028, -0.005
Si, -0.0035, -0.0237, -0.0313
Si, -0.0066, -0.024, 0.0005
Si, -0.0106, -0.0253, 0.0063
Si, 0.0105, -0.0049, 0.025
Si, 0.0032, 0.0097, 0.0028
Si, 0.0214, -0.0204, -0.0469
Si, -0.0066, -0.0138, 0.0006
Si, -0.0013, -0.0129, -0.0281
Si, 0.0031, -0.0031, -0.0165
Si, -0.0008, -0.0031, -0.0011
Si, -0.0059, 0.0027, 0.0025
Si, -0.0005, -0.0213, 0.0058
Si, 0.014, 0.0067, -0.0045
Si, 0.0004, -0.0085, -0.0199
Si, -0.0045, 0.0046, -0.0028
Si, 0.0011, -0.0006, 0.0068
Si, 0.0146, -0.0242, -0.0047
Si, 0.0091, 0.0053, -0.0037
Si, -0.0002, 0.0133, 0.0103
Si, 0.0041, 0.0046, 0.0063
Si, -0.0017, 0.0001, 0.0035
Si, 0.0096, -0.0062, 0.0139
Si, -0.0058, -0.0039, 0.0114
Si, 0.002, 0.0041, -0.0007
Si, -0.0138, -0.0015, 0.0058
Si, -0.0082, 0.0161, 0.0013
Si, -0.005, 0.0088, -0.0062
Si, 0.0001, -0.0019, -0.0033
Si, -0.0014, 0.0025, 0.0024
Si, -0.0009, -0.0046, -0.0042
Si, -0.0056, 0.0021, -0.0033
Si, -0.0006, 0.0055, -0.0046
Si, -0.0028, 0.0098, -0.0043
Si, -0.0001, -0.0014, -0.0074
Si, -0.0025, 0.0032, -0.0117
Si, 0.0032, -0.0005, -0.0055
Si, -0.0071, 0.0045, -0.0042
Si, -0.0026, 0.0036, -0.0034
Si, 0.0014, 0.0016, 0.0035
Si, -0.0044, 0.0008, 0.0076
Si, 0.0034, -0.0032, 0.0027
Si, 0.0004, 0.0051, 0.0025
Si, 0.0075, -0.0018, 0.0056
Si, -0.0033, -0.0025, 0.0066
Si, -0.0001, -0.0022, 0.0007
Si, 0.0048, -0.0001, 0.001
Si, -0.0026, 0.002, 0.002
Si, 0.0037, -0.003, 0.0042
Si, 0.0042, 0.0081, 0.0046
Si, 0.0037, 0.0002, 0.0081
Si, -0.004, -0.0029, 0.004
Si, 0.0028, -0.0001, 0.0009
Si, 0.0016, -0.0026, 0.0025
Si, -0.0022, -0.0034, 0.001
Si, 0.0018, -0.0001, 0.003
Si, -0.0015, -0.0002, 0.0061
Si, 0.0013, 0.0001, 0.0036
Si, -0.0032, -0.0031, 0.0014
Si, -0.0008, -0.0023, 0.0063
Si, 0.0005, -0.001, 0.0029
Si, -0.0011, -0.0031, 0.0035
Si, 0.0003, -0.0003, 0.0007
Si, -0.0001, -0.0044, 0.0012
Si, 0.0008, -0.0006, -0.0024
Si, -0.0008, 0.002, -0.0026
Si, 0.0007, -0.0022, -0.0004
Si, 0.0032, 0.0007, -0.0026
Si, -0.0025, 0.0015, -0.0009
Si, 0.0003, 0.0001, 0.0001
Si, 0.0005, 0.0021, -0.0025
Si, 0.0006, 0.0014, -0.0014
Si, -0.0001, 0.001, -0.0015
Si, 0.0016, 0.0005, -0.0018
Si, 0.0004, 0.0004, 0.0003
Si, 0.002, 0.0012, -0.0005
Si, -0.0015, 0.0023, -0.0046
Si, -0.001, 0.0025, -0.0029
Si, 0.0045, -0.0023, -0.0078
Si, -0.0047, -0.0034, -0.0012
Si, 0.007, -0.0004, -0.0027
Si, -0.004, 0.0019, -0.0081
Si, -0.0016, -0.0009, 0.0014
Si, -0.0034, 0.0034, -0.0019
Si, -0.0036, 0.0032, -0.0028
Si, -0.0008, -0.0022, -0.0001
Si, 0.0017, -0.0013, -0.0033
Si, 0.0029, -0.0043, -0.0013
Si, 0.0055, 0.0043, 0.0123
Si, -0.0024, -0.0004, 0.0099
Si, 0.0006, 0.0072, 0.0135
Si, 0.0004, 0.0002, 0.0015
Si, 0.0015, 0.0007, 0.0031
Si, -0.0009, -0.0042, 0.0055
Si, -0.0039, 0.0021, 0.0042
Si, -0.0035, -0.0023, 0.0078
Si, -0.0057, -0.0023, 0.01
Si, -0.0021, -0.0009, 0.0037
Si, 0.0005, -0.0023, -0.0003
Si, -0.0049, 0.0019, 0.003
Si, 0.0019, -0.0186, 0.0005
Si, -0.0083, -0.0087, -0.0028
Si, 0.0104, 0.0127, -0.0163
Si, 0.0146, 0.006, 0.0135
Si, -0.0037, 0.001, -0.0054
Si, 0.0044, 0.0026, -0.0057
Si, 0.0086, 0.0002, -0.0032
Si, 0.0037, -0.0066, -0.0044
Si, 0.0015, -0.0013, -0.0044
Si, 0.0024, -0.012, -0.0022
Si, 0.0022, 0.0098, 0.0079
Si, -0.0032, 0.0002, -0.0004
Si, -0.0055, 0.0194, -0.0088
Si, -0.0111, -0.0118, -0.0183
Si, 0.0184, 0.0062, -0.0181
Si, 0.003, 0.0011, -0.0089
Si, -0.0054, 0.0038, -0.0028
Si, 0.0021, -0.005, 0.0083
Si, 0.0041, 0.005, 0.0017
Si, -0.0013, 0.0038, 0
Si, -0.0001, 0.0023, 0.004
Si, -0.0015, 0.0087, 0.0069
Si, 0.0004, 0.0049, 0.0043
Si, -0.0032, 0.0069, 0.0014
O, 0.0047, 0.0013, 0.0049
O, -0.0057, -0.0009, 0.005
O, -0.0006, -0.0011, 0
O, 0.002, -0.0072, -0.0153
O, 0.003, -0.0077, -0.0134
O, 0.0012, -0.0052, 0.0087
O, 0.0018, 0.0029, 0.0009
O, 0.0006, 0.0007, -0.0188
O, -0.0031, -0.0005, 0.0005
O, -0.0018, -0.0035, -0.008
O, -0.0032, -0.0047, -0.0093
O, -0.0079, 0.0094, -0.0125
O, 0.0029, -0.0018, -0.0008
O, -0.0017, 0.0066, 0.0016
O, 0.0081, 0.002, 0.0331
O, -0.0073, 0.0089, 0.0218
O, -0.0258, 0.0359, -0.0535
O, -0.0022, 0.0124, 0.0048
O, 0.0018, -0.0049, 0.0167
O, -0.0027, 0.0027, 0.0049
O, 0.0007, -0.0003, 0.0057
O, -0.003, 0.0027, -0.0092
O, 0.0008, 0.0078, -0.0003
O, -0.0147, -0.0032, -0.0135
Si, 0.0015, -0.0007, 0.0059
Si, -0.0027, -0.0019, -0.0001
Si, -0.002, -0.0063, -0.0059
Si, 0.0009, -0.0009, -0.0039
Si, -0.0056, 0.0044, -0.0093
Si, 0.0024, -0.0004, -0.0006
Si, 0.0062, -0.0034, -0.0026
Si, -0.0017, -0.0017, 0.003
Si, 0.0017, 0.002, -0.003
Si, 0.0015, 0.004, 0.0054
Si, -0.0002, 0.0006, -0.0045
Si, 0.0019, 0.0001, 0.0062
Si, 0.0003, 0.0044, -0.0017
Si, -0.004, 0.0059, -0.0042
Si, 0.0006, 0.0039, 0.0022
Si, 0.001, -0.0048, -0.0031
Si, -0.0011, -0.0014, 0.0004
Si, 0.0081, 0.0023, -0.0057
Si, 0.0026, 0.003, 0.0001
Si, -0.0053, -0.0031, -0.0004
Si, 0.0139, -0.0079, -0.0046
Si, -0.0049, 0.0022, -0.0025
Si, -0.0004, -0.001, 0.0017
Si, 0.0021, -0.0013, 0.0031
Si, 0.0022, -0.005, 0.0037
Si, -0.0003, -0.0038, 0.0004
Si, 0.002, 0.0016, 0.0029
Si, 0.0033, 0.0001, -0.0039
Si, -0.0101, 0.0001, -0.0123
Si, -0.0011, 0.0059, -0.0024
Si, 0.0009, 0.0043, 0.0102
Si, 0.0027, 0.0017, 0.011
Si, -0.0048, -0.0041, 0.0011
Si, 0.0092, 0.0003, 0.0076
Si, -0.0065, 0.0027, -0.0078
Si, -0.0849, 0.0243, 0.0286
Si, 0.0041, 0.0045, 0.0004
Si, 0.0056, 0.0012, 0.0038
Si, -0.0036, 0.0015, 0.0063
Si, -0.0041, 0.0174, 0.0012
Si, 0.0021, -0.0001, 0.0028
Si, 0.0011, 0.002, -0.0094
Si, 0.0041, 0.0002, 0.0077
Si, 0.0203, -0.003, 0.0354
Si, -0.0082, -0.0008, -0.0017
Si, 0.0011, 0.0001, -0.0017
Si, -0.0003, -0.0005, 0.0114
Si, 0.0051, 0.0042, 0.0025
Si, -0.025, -0.0307, 0.01
O, -0.0022, 0.0001, 0.0075
O, 0.0016, -0.0009, 0.0052
O, -0.0027, -0.0009, -0.0012
O, 0.0022, -0.0009, 0.0012
O, -0.0007, -0.001, -0.0008
O, -0.0001, 0.0043, 0.0062
O, 0.0032, -0.0045, -0.0001
O, 0.0031, -0.0033, -0.0032
O, -0.0016, 0.0002, -0.0009
O, 0.0005, 0.001, -0.0004
O, -0.0025, 0.0003, -0.0064
O, 0.0052, -0.0185, 0.006
O, -0.0046, 0.0037, -0.001
O, -0.006, 0.0013, -0.0079
O, -0.0004, 0.0028, 0.0018
O, 0.0024, 0.0067, 0.0107
O, -0.0093, -0.0109, 0.0068
O, -0.0162, 0.0095, -0.0128
O, 0.0019, -0.0028, 0.0037
O, 0.0016, 0.0026, -0.0009
O, -0.0031, 0.0008, 0.0051
O, -0.0016, -0.0009, 0.0007
O, 0.0021, 0.0009, 0.0065
O, -0.0022, -0.0002, 0.0041
O, -0.0014, 0.0025, -0.0004
O, 0.0029, 0.0049, 0.0067
O, -0.0049, 0.0015, 0.0024
O, 0.0003, 0.001, 0.0074
O, -0.0014, 0.0031, -0.0038
O, 0.0007, 0.0059, 0.0013
O, 0.0785, 0.0551, 0.0086
O, 0.0001, 0.028, -0.0063
O, 0.0005, -0.0044, -0.0121
O, 0.0035, 0.0036, 0.0001
O, 0.0063, -0.0001, 0.0099
O, 0.002, 0.001, -0.0062
O, -0.0025, 0.0013, -0.0032
O, -0.0006, 0.0021, 0.0007
O, -0.0007, -0.0007, 0.0024
O, -0.0042, 0.001, -0.0052
O, 0.0024, 0.0013, 0.0045
O, -0.0017, 0.0015, 0.0008
O, 0.0004, 0.0031, 0.0056
O, -0.0004, 0.0021, 0.0051
O, -0.0027, -0.0005, 0.0075
O, 0.0004, 0.0017, -0.0016
O, 0.0023, 0.0011, -0.0007
O, -0.0007, -0.0035, -0.0043
O, -0.0039, 0.0032, 0.0062
O, -0.0018, 0.0089, -0.0074
O, -0.0012, 0.001, -0.0035
O, 0.0007, 0.0015, -0.0032
O, 0.0436, -0.0651, 0.0476
O, -0.0011, 0.0049, -0.0037
O, 0.0021, -0.0035, 0.0021
O, -0.0108, 0.0052, -0.0025
O, -0.0012, -0.0008, 0.0052
O, -0.0021, 0.0017, 0.0063
O, 0.0001, -0.0039, 0.0131
O, -0.0035, 0.0009, -0.0014
O, 0.0013, -0.0004, 0.0055
O, -0.001, -0.003, 0.0002
O, -0.0015, 0.0001, 0.0035
O, 0.002, -0.005, -0.0036
O, -0.0026, 0.002, -0.0015
O, -0.0003, 0.002, -0.0038
O, 0.0022, 0.0004, 0.0022
O, -0.0019, 0.0022, -0.0034
O, 0.0007, 0.0022, -0.003
O, 0.0044, 0.0037, -0.0054
O, 0.0064, -0.0176, -0.0033
O, -0.0017, 0.0006, -0.0008
O, 0.003, 0.0004, -0.002
O, 0.0026, 0.006, 0.0058
O, -0.002, -0.0013, 0.0002
O, -0.0017, -0.002, 0.0003
O, 0.0015, 0.0052, 0.0003
O, -0.0048, -0.0044, -0.0062
O, -0.0015, -0.0008, 0.0048
O, -0.0001, 0.0001, -0.0024
O, -0.0017, 0.0008, -0.0009
O, -0.0005, -0.0002, 0.0006
O, 0.0012, 0.0016, 0.0066
O, -0.0015, 0.0014, -0.0003
O, -0.006, -0.0045, 0.004
O, 0.0006, -0.001, 0.0026
O, -0.0073, 0.0148, 0.0055
O, -0.0169, 0.0091, 0.0171
O, 0.0098, 0.0038, 0.0015
O, -0.0025, -0.0157, 0.0022
O, 0.0018, 0.0035, 0.0092
O, 0.003, 0.0027, -0.0024

The program warned: the cutoff lies below the one the program advises for these potential files; the forces do not sum to zero within the program's tolerance; the exchange-correlation potential is rough where the density is thin.
